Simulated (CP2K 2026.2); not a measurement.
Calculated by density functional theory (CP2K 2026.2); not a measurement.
Periodic cell of 500 atoms, Si360O140, from a study of silicon, its oxide and their interface. The atomic structure is a simulated model.
Doubt: the forces sum to 1.66 eV/angstrom along one axis rather than to zero, so they err by at least 0.0033 eV/angstrom per atom on average; the grid cutoff is modest.

Settings: functional PBE; method Gaussian and plane waves; basis set DZVP-MOLOPT-SR-GTH; pseudopotentials GTH-PBE; grid cutoff 300 Ry, relative cutoff 40 Ry; k points Gamma only; occupations fixed; spin none; net charge 0.

Cell vectors (angstrom)
a	16.32	0	0
b	0	16.32	0
c	4.6232	2.7874	33.4626

Atoms and the computed forces on them: element, x, y, z (angstrom), force x, y, z (eV/angstrom)
Si	-0.053	0.076	2.659	0.013	0.058	-0.012
Si	-9.338	4.075	-2.048	-0.075	0.007	-0.018
Si	-7.311	6.952	-0.016	0.012	0.061	0.219
Si	3.763	4.467	1.615	-0.071	-0.105	-0.056
Si	0.863	-6.546	-2.378	-0.265	0.122	-0.432
Si	6.029	0.391	1.322	-0.303	-0.261	0.491
Si	2.086	6.208	1.403	-0.013	-0.193	0.47
Si	3.012	6.515	-1.525	-0.122	0.068	0.19
Si	6.553	7.157	1.645	0.052	-0.263	0.694
Si	3.763	-6.925	-1.26	0.046	0	0.065
Si	4.255	9.219	1.63	-0.071	0.212	0.723
Si	-7.955	-2.534	2.753	-0.185	-0.199	0.626
Si	-3.041	7.715	1.094	0.316	0.206	0.344
Si	-7.214	2.8	-0.294	-0.066	-0.209	0.071
Si	3.808	1.749	27.54	0.045	-0.108	-0.029
Si	1.467	6.141	-4.334	-0.048	-0.138	0.101
Si	-7.142	-6.806	1.547	0.224	-0.039	0.683
Si	-0.619	-5.027	-0.084	-0.949	-0.419	-0.138
Si	2.255	1.399	-0.469	-0.073	-0.304	0.683
Si	2.7	2.759	2.834	0.013	-0.012	0.011
Si	0.231	5.388	2.717	-0.005	0.071	-0.07
Si	2.721	7.996	2.835	-0.036	-0.01	-0.062
Si	-0.476	-5.929	2.875	-0.154	-0.132	0.493
Si	3.332	-1.929	2.567	0.05	-0.113	0.455
Si	5.06	-0.448	3.185	0.007	0.055	-0.116
Si	-8.492	2.56	2.519	0.085	0.036	0.691
Si	5.413	5.511	2.843	0.026	0.062	-0.03
Si	-8.329	8.271	3.071	0.02	-0.013	0.025
Si	5.454	10.92	2.706	-0.026	-0.058	-0.098
Si	6.941	11.679	1.018	-0.624	-0.054	-0.16
Si	-5.734	-0.279	2.826	0.157	0.137	0.554
Si	-2.533	2.575	2.762	0.005	-0.036	-0.115
Si	-5.542	6.12	2.183	-0.353	0.19	0.519
Si	-2.098	8.608	2.981	0.001	0.048	-0.037
Si	-5.461	-5.582	2.685	-0.05	-0.03	-0.047
Si	-2.961	-2.721	2.577	0.004	-0.093	-0.025
Si	-1.283	1.302	4.23	0.013	-0.009	-0.018
Si	1.431	4.1	4.267	0.03	-0.06	-0.028
Si	-1.167	6.772	4.083	-0.028	-0.035	0.032
Si	1.33	9.446	4.073	-0.032	0.044	0.044
Si	-1.48	-4.065	3.963	-0.002	-0.016	-0.013
Si	1.423	-1.28	3.88	0.029	-0.026	0.094
Si	4.032	1.376	4.191	0.017	0.042	0.009
Si	6.834	4.098	4.019	0.018	-0.051	-0.043
Si	4.102	6.81	4.285	0.016	-0.037	-0.001
Si	6.669	9.672	4.294	-0.041	0.028	0.028
Si	4.065	12.406	3.848	-0.035	0.024	0.063
Si	-9.48	-1.472	4.238	0.111	-0.005	0.011
Si	-6.994	1.327	3.965	0.013	0.051	-0.004
Si	-4.009	3.999	3.879	0.246	-0.277	0.458
Si	-6.786	6.871	4.061	0.12	-0.032	-0.058
Si	-3.984	-6.786	4.083	0.054	-0.004	-0.001
Si	-6.79	-4.148	4.058	-0.014	0.035	-0.018
Si	-4.159	-1.433	4.138	-0.025	0.001	-0.021
Si	-2.742	-0.06	5.448	-0.036	0.02	0.01
Si	0.015	2.729	5.547	-0.016	0.026	0.002
Si	-2.709	5.433	5.308	-0.022	-0.021	-0.017
Si	0.081	8.108	5.544	-0.018	0.005	0.006
Si	-2.757	-5.363	5.48	0.046	-0.006	-0.018
Si	0.028	-2.709	5.241	-0.033	-0.02	-0.042
Si	2.63	0.03	5.483	-0.01	-0.045	-0.042
Si	5.477	2.743	5.44	0.051	-0.005	-0.011
Si	2.768	5.439	5.616	-0.006	0.019	0.002
Si	5.407	8.215	5.591	0.031	0.015	0.023
Si	2.722	10.956	5.269	0.027	-0.01	-0.028
Si	5.422	-2.818	5.485	-0.055	0.025	-0.044
Si	-8.184	0.001	5.503	-0.034	0.035	-0.006
Si	-5.494	2.707	5.258	0.02	-0.016	-0.047
Si	-8.099	5.424	5.385	-0.003	0.023	0.008
Si	-5.381	8.18	5.417	-0.035	0.01	0.009
Si	-8.157	-5.381	5.53	0.027	0.028	-0.028
Si	-5.481	-2.788	5.496	-0.014	-0.003	-0.01
Si	-1.328	-1.407	6.739	0.05	-0.002	-0.027
Si	1.333	1.354	6.898	0.023	0.034	0.026
Si	-1.407	4.104	6.789	0.005	-0.01	0
Si	1.395	6.795	6.935	0.021	0.001	0.035
Si	-1.359	9.526	6.774	-0.027	0.005	-0.006
Si	1.348	12.258	6.685	-0.025	-0.015	-0.006
Si	4.059	-1.365	6.769	-0.013	0.023	-0.01
Si	6.784	1.369	6.831	0.005	0.005	-0.006
Si	4.14	4.054	6.875	0.012	-0.012	0.028
Si	-9.466	6.795	6.79	0.006	-0.014	-0.011
Si	4.009	9.611	6.811	-0.015	0.02	-0.014
Si	-9.536	12.234	6.9	0.001	-0.035	0.02
Si	-6.812	-1.373	6.822	-0.028	-0.018	0.024
Si	-4.13	1.363	6.711	-0.021	0.023	-0.014
Si	-6.767	4.052	6.742	-0.003	-0.017	-0.018
Si	-4.041	6.784	6.743	0.034	-0.002	0.001
Si	-6.763	-6.794	6.797	-0.013	-0.028	-0.019
Si	-4.098	-4.074	6.881	-0.01	0.009	-0.002
Si	-0.038	-0.036	8.176	-0.009	-0.004	-0.011
Si	2.739	2.704	8.207	0.021	-0.02	0.006
Si	-0.03	5.426	8.192	-0.018	0	-0.007
Si	2.726	8.213	8.217	0	0.025	0.002
Si	0.015	10.896	8.109	0.008	0.004	-0.001
Si	2.696	-2.726	8.117	-0.005	-0.032	-0.008
Si	5.412	-0.005	8.159	-0.013	-0.011	0.011
Si	-8.139	2.729	8.145	-0.008	-0.015	0.005
Si	-10.826	5.452	8.182	-0.005	-0.009	-0.003
Si	-8.12	8.154	8.155	-0.012	0.026	0
Si	-10.901	10.869	8.21	-0.011	-0.003	0.004
Si	8.141	-2.695	8.206	-0.02	0.034	0.013
Si	-5.439	0.008	8.137	0.014	-0.007	0.002
Si	-2.767	2.714	8.113	0.007	-0.009	-0.017
Si	-5.416	5.426	8.108	0.019	0.018	0.012
Si	-2.714	8.155	8.138	-0.006	0.008	-0.01
Si	-5.446	-5.45	8.204	-0.005	-0.009	0.007
Si	-2.688	-2.714	8.161	0.006	-0.001	-0.007
Si	-1.381	1.345	14.976	0.014	-0.019	-0.009
Si	1.358	4.069	14.972	-0.006	0.012	0.018
Si	-1.36	6.783	14.943	-0.011	0.016	0.004
Si	1.36	9.482	14.928	0.019	-0.005	-0.005
Si	-1.366	-4.074	14.936	0.006	-0.007	-0.001
Si	1.348	-1.358	14.96	0	0.001	-0.003
Si	4.089	1.379	14.95	0.011	-0.012	0.009
Si	-9.509	4.086	14.972	0.005	-0.011	-0.002
Si	4.095	6.778	14.958	0	0.016	-0.006
Si	-9.516	9.505	14.959	-0.005	-0.002	-0.003
Si	4.072	-4.078	14.96	-0.01	0.01	0.008
Si	6.825	-1.329	14.945	-0.001	-0.002	0
Si	-6.8	1.391	14.973	-0.024	0.018	-0.009
Si	-4.095	4.056	14.99	0.002	0.003	0.001
Si	-6.803	6.781	14.969	0.005	-0.006	-0.004
Si	-4.088	9.518	14.943	0	-0.002	-0.001
Si	-6.792	-4.064	14.954	-0.01	0.002	0.006
Si	-4.079	-1.333	14.956	0.001	0.008	-0.005
Si	-2.757	0.021	16.368	0.009	0.008	0
Si	-0.02	2.703	16.326	-0.02	-0.015	0.006
Si	-2.718	5.426	16.305	0.006	-0.002	-0.003
Si	0.019	8.118	16.301	0.006	0.013	-0.008
Si	-2.717	-5.44	16.284	-0.001	-0.006	-0.007
Si	-0.034	-2.708	16.309	0.029	0.01	0
Si	2.729	0.008	16.289	-0.013	-0.012	-0.009
Si	5.445	2.737	16.328	0.004	0.025	0.001
Si	2.748	5.413	16.332	0.015	-0.01	0.004
Si	5.465	8.122	16.325	0.012	-0.009	0.009
Si	2.703	10.845	16.28	-0.014	-0.004	0.004
Si	5.451	-2.686	16.275	0.001	0.005	-0.009
Si	-8.161	0.05	16.329	0.017	-0.007	0.001
Si	-5.472	2.729	16.389	0.001	-0.014	-0.005
Si	-8.142	5.418	16.356	-0.007	0.022	0
Si	-5.444	8.151	16.302	-0.008	0.013	-0.004
Si	-8.142	-5.454	16.299	0.006	0.008	0.001
Si	-5.449	-2.666	16.31	-0.01	0.002	0.009
Si	-1.39	-1.357	17.701	-0.028	-0.033	-0.002
Si	1.38	1.353	17.656	0.007	-0.017	0
Si	-1.398	4.057	17.686	0	0.005	0.012
Si	1.364	6.743	17.679	-0.04	0.045	0.014
Si	-1.354	-6.826	17.618	-0.005	0.003	-0.007
Si	1.322	-4.116	17.612	-0.023	-0.015	-0.015
Si	4.107	-1.324	17.647	0.013	0.023	-0.015
Si	-9.522	1.403	17.704	-0.012	-0.038	-0.007
Si	4.112	4.075	17.731	-0.002	-0.003	0.012
Si	-9.496	6.763	17.719	-0.012	0.029	-0.013
Si	4.079	9.494	17.631	-0.016	0.008	0.011
Si	-9.488	-4.036	17.597	0.004	-0.008	-0.019
Si	-6.758	-1.246	17.693	-0.017	0.032	0.011
Si	-4.116	1.386	17.769	0.02	-0.048	-0.006
Si	-6.818	4.083	17.791	0.019	-0.004	0.041
Si	-4.095	6.774	17.644	0.016	0.029	-0.025
Si	-6.805	9.487	17.678	-0.003	-0.044	0.005
Si	-4.09	-4.064	17.612	0.032	0.008	-0.014
Si	0.01	0.014	19.009	-0.03	-0.013	0.019
Si	2.737	2.684	19.048	0.005	-0.001	-0.002
Si	0.033	5.325	19.033	0.03	-0.026	0.021
Si	2.721	8.137	19.006	0.013	0.016	0.02
Si	-0.062	-5.438	18.998	0.005	0.002	-0.022
Si	2.742	-2.771	18.884	0.015	-0.028	-0.03
Si	5.418	0.071	19.051	-0.018	-0.014	0.006
Si	-8.21	2.718	19.165	-0.038	0.018	0.016
Si	5.497	5.406	19.125	0.014	-0.005	-0.008
Si	-8.131	8.108	19.085	0.03	0.022	-0.034
Si	5.464	10.907	18.902	-0.016	-0.009	-0.019
Si	-8.142	-2.639	18.932	-0.029	0.012	-0.023
Si	-5.458	0.079	19.214	0	-0.011	0.002
Si	-2.813	2.807	19.115	-0.038	0.026	0
Si	-5.423	5.487	19.102	0.011	0.008	-0.01
Si	-2.694	-8.215	18.947	0.007	-0.014	-0.032
Si	-5.415	-5.44	18.952	0.022	0.021	0.018
Si	-2.793	-2.724	19.038	0.037	0.041	-0.014
Si	-1.35	1.458	20.322	0.037	-0.02	0.04
Si	1.391	3.972	20.456	-0.028	0.006	-0.004
Si	-1.368	6.695	20.287	0.006	0.013	-0.035
Si	1.347	-6.782	20.302	0.012	-0.012	-0.015
Si	-1.502	-4.149	20.38	-0.02	-0.022	-0.012
Si	1.375	-1.483	20.227	-0.023	-0.019	-0.005
Si	4.048	1.38	20.494	0.032	-0.002	0.004
Si	-9.534	4.056	20.622	-0.009	0.019	0.024
Si	4.104	6.8	20.388	-0.001	0.025	-0.002
Si	-9.52	9.578	20.265	0.023	-0.018	-0.012
Si	4.121	-4.077	20.257	-0.024	0.028	-0.026
Si	6.843	-1.282	20.306	0.004	-0.002	-0.022
Si	-6.818	1.488	20.633	0.042	-0.003	0.02
Si	-4.147	4.183	20.604	0.061	-0.102	0.036
Si	-6.788	6.766	20.53	-0.043	-0.027	-0.012
Si	-4.043	-6.842	20.259	0.024	0.014	0.022
Si	-6.758	-3.99	20.222	0.022	0.015	-0.005
Si	-4.083	-1.377	20.502	-0.025	0.007	0.002
Si	-2.563	0.006	21.66	0.254	-0.405	-0.366
Si	-0.023	2.664	21.882	-0.009	0.035	0.047
Si	-2.677	5.53	21.899	-0.032	0.047	0.054
Si	-0.007	8.087	21.549	0.029	0.1	0.027
Si	-1.73	-7.405	22.893	-0.32	0.048	-0.522
Si	-0.044	-2.798	21.566	-0.014	0	-0.017
Si	2.642	-0.149	21.651	0.023	0.035	-0.044
Si	5.341	2.732	22.038	-0.043	-0.001	0.04
Si	2.785	5.389	21.741	0.015	-0.046	0.014
Si	5.471	8.247	21.642	-0.437	0.362	-0.311
Si	2.783	-5.439	21.597	-0.018	0.023	-0.011
Si	5.45	-2.67	21.567	-0.005	0.002	0.019
Si	-8.183	-0.01	21.838	-0.029	-0.033	0.056
Si	-5.938	3.336	21.979	-0.037	0.04	0.026
Si	-7.789	5.074	21.924	0.017	0.036	-0.002
Si	-5.369	-8.085	21.726	0.01	-0.002	0.053
Si	-8.123	-5.344	21.506	-0.08	0.015	0.026
Si	-5.464	-2.81	21.809	0.036	0.025	0.092
Si	-0.877	-1.069	22.879	0.031	0.033	0.006
Si	0.823	0.637	22.881	-0.241	-0.1	-0.498
Si	-0.997	4.46	23.206	-0.107	-0.266	-0.727
Si	1.249	6.643	22.921	0.332	0.397	-0.192
Si	-2.79	-5.572	21.788	0.023	-0.009	0.05
Si	1.248	-4.219	22.859	0.12	-0.037	-0.594
Si	4.273	-1.215	22.968	-0.264	-0.215	-0.737
Si	-9.82	1.022	23.196	0.273	0.347	-0.748
Si	3.766	3.998	23.408	0.236	0.042	-0.725
Si	-8.837	6.58	23.543	0.236	-0.482	-0.25
Si	3.977	-6.885	22.995	0.006	-0.093	0.067
Si	6.982	-3.864	22.822	-0.007	-0.076	-0.711
Si	-7.109	-1.707	23.091	0.199	0.161	-0.669
Si	-3.266	0.95	24.372	-0.018	0.019	-0.003
Si	-5.587	2.957	24.331	0.047	0.044	-0.62
Si	-3.59	7.395	23.071	0.116	0.139	-0.582
Si	-6.434	-6.263	22.788	0.034	-0.033	0.022
Si	-4.64	-4.693	23.015	0.048	-0.029	-0.003
Si	-1.89	-0.903	1.494	-0.03	0.068	0.004
Si	-5.366	-4.053	-5.784	0.033	-0.011	0.041
Si	-3.011	-7.275	-3.389	0.029	0.118	0.119
Si	-8.492	-6.486	-3.245	-0.069	-0.157	-0.054
Si	-3.415	0.975	1.255	0.517	-0.072	0.477
Si	-10.144	-4.826	-1.261	-0.071	0.072	0.613
Si	-0.996	-1.856	-0.39	-0.221	0.013	0.588
Si	-9.43	-5.959	26.571	0.063	-0.068	0.007
Si	-4.94	7.703	25.885	0.138	-0.007	-0.188
Si	1.319	-2.246	-4.335	0.059	0.019	-0.046
Si	-5.631	5.016	26.601	-0.064	-0.044	0.004
Si	-7.227	-7.295	24.68	-0.008	0.427	-0.507
Si	1.015	-5.309	-4.324	-0.111	-0.375	0.502
Si	-2.069	-1.616	24.823	0.292	0.132	-0.565
Si	-0.842	7.094	-2.768	0.102	0.129	0.068
Si	-8.192	2.689	-4.566	-0.059	0.119	0.05
Si	-3.376	-1.499	-2.234	-0.04	0.014	0.028
Si	1.08	3.251	-5.621	-0.265	0.085	-0.7
Si	-5.854	-2.313	-0.828	-0.034	-0.16	-0.001
Si	3.42	1.033	-5.551	-0.015	0.031	0.028
Si	2.657	7.969	24.298	-0.079	-0.097	-0.618
Si	-1.654	-5.517	-5.477	0.05	-0.015	-0.044
Si	-8.338	-3.23	27.312	0.095	-0.029	0.055
Si	-0.954	1.496	-4.311	0.063	-0.061	0.114
Si	-2.003	5.192	-0.595	-0.048	0.054	-0.068
Si	-2.728	-5.968	-0.612	0.866	0.283	0.284
Si	-6.899	-1.002	26.063	0.091	-0.094	-0.067
Si	0.315	-6.499	24.818	0.143	-0.131	-0.087
Si	-1.134	2.756	25.65	0.108	0.005	0.021
Si	-8.128	1.75	25.698	0.023	-0.053	-0.043
Si	2.96	-3.032	25.02	0.121	-0.049	0.011
Si	1.887	2.12	25.113	-0.016	0.115	0.017
Si	-9.744	-2.033	-2.641	0.02	-0.033	0.225
Si	4.979	6.062	25.492	0.146	0.01	0.426
Si	4.898	-5.465	24.584	-0.232	-0.286	-0.531
Si	0.975	1.869	1.475	0.004	-0.035	-0.032
Si	3.85	-1.06	-3.392	-0.058	-0.029	0.123
Si	-8.356	6.785	-2.741	-0.138	0.031	0.04
Si	3.567	-0.506	-0.245	-0.412	0.224	0.306
Si	-3.77	1.352	-3.588	0.038	-0.058	0.128
Si	-4.488	-4.079	1.188	0.328	0.026	0.745
Si	-0.716	3.567	1.595	0.126	-0.199	0.617
Si	-8.161	-0.213	-0.595	-0.088	0.07	-0.025
Si	-5.726	-6.739	-4.406	0.07	-0.003	-0.07
Si	0.419	-0.032	-2.209	-0.023	-0.003	0.044
Si	-1.622	-5.886	26.724	0.01	0.042	-0.104
Si	-2.943	-2.886	-4.725	0.008	0.011	-0.07
Si	-4.14	2.948	-1.027	0.131	-0.004	0.121
Si	-6.333	0.351	-4.788	-0.109	-0.1	-0.037
Si	4.276	3.866	-0.583	-0.1	0.182	0.698
Si	-5.414	-3.06	27.503	-0.032	-0.012	-0.025
Si	-7.428	5.383	-5.366	0.019	-0.163	-0.043
Si	-3.682	-4.307	25.119	-0.361	-0.161	-0.497
Si	-6.942	-2.5	-3.631	0.074	0.086	0.083
Si	-1.4	1.356	9.494	-0.014	-0.009	0.001
Si	1.351	4.068	9.533	-0.004	-0.003	-0.006
Si	-1.371	6.805	9.532	0.003	0.015	0.006
Si	1.342	9.554	9.537	-0.009	-0.01	0.002
Si	-1.342	-4.088	9.507	-0.01	-0.02	-0.001
Si	1.35	-1.38	9.516	0.009	0.007	0.005
Si	4.08	1.341	9.554	0.003	-0.001	0.01
Si	-9.485	4.082	9.531	0.004	0.006	0.008
Si	4.11	6.818	9.523	0.023	0.032	-0.009
Si	-9.51	9.498	9.523	-0.014	-0.027	-0.005
Si	4.055	-4.063	9.525	0.009	0.008	0
Si	6.779	-1.339	9.544	0.006	0.001	0.011
Si	-6.795	1.36	9.509	-0.008	-0.009	-0.002
Si	-4.086	4.075	9.503	-0.01	-0.007	0.004
Si	-6.768	6.785	9.5	0.005	0.004	0.005
Si	-4.075	-6.821	9.525	0.012	-0.016	0.014
Si	-6.811	-4.075	9.542	-0.015	-0.005	-0.003
Si	-4.063	-1.341	9.499	0.024	0.028	-0.009
Si	-2.732	0.01	10.884	-0.017	0.004	0.005
Si	-0.02	2.7	10.871	0.006	-0.004	-0.003
Si	-2.728	5.43	10.878	0.001	0.006	-0.001
Si	-0.007	8.167	10.884	-0.003	0.021	0.006
Si	-2.712	-5.445	10.867	0.021	-0.004	-0.001
Si	0	-2.732	10.884	-0.007	-0.008	0
Si	2.705	-0.018	10.891	0.016	0	0.004
Si	-10.865	2.72	10.878	-0.003	-0.009	-0.001
Si	2.727	5.445	10.863	-0.01	0.014	-0.01
Si	-10.859	8.154	10.898	0.027	-0.015	0.014
Si	2.715	-5.427	10.895	-0.005	-0.006	-0.003
Si	5.422	-2.713	10.892	-0.016	0.013	-0.006
Si	-8.158	0.015	10.881	-0.019	-0.002	0.004
Si	-5.442	2.722	10.872	0.003	0.007	0.005
Si	-8.131	5.443	10.88	0.007	-0.002	0.006
Si	-5.43	8.143	10.885	-0.002	0	0.004
Si	-8.168	-5.445	10.889	-0.008	-0.001	0.002
Si	-5.428	-2.704	10.865	-0.006	0.002	-0.005
Si	-1.363	-1.357	12.228	0.013	0	-0.008
Si	1.343	1.352	12.241	-0.017	-0.016	-0.002
Si	-1.368	4.066	12.242	0	0.001	0
Si	1.365	6.794	12.227	0.011	0.008	-0.005
Si	-1.368	9.518	12.241	-0.013	-0.002	0.002
Si	1.356	-4.081	12.254	0.01	0.001	-0.005
Si	4.073	-1.356	12.26	-0.002	-0.006	0.009
Si	-9.508	1.375	12.244	0.011	0.008	0.014
Si	-12.237	4.081	12.229	0.009	0.009	-0.001
Si	-9.501	6.79	12.244	-0.012	0.015	-0.004
Si	-12.233	9.52	12.238	0	-0.001	-0.004
Si	6.79	-4.08	12.244	-0.005	-0.001	-0.003
Si	-6.792	-1.349	12.233	0.006	0.005	-0.004
Si	-4.089	1.368	12.241	0.009	-0.007	0.003
Si	-6.788	4.081	12.242	-0.012	0.003	0.009
Si	-4.081	6.781	12.249	-0.007	-0.003	0.017
Si	-6.797	9.513	12.24	-0.013	-0.001	0
Si	-4.074	-4.071	12.222	0.001	-0.005	-0.016
Si	-0.017	-0.004	13.605	-0.006	-0.01	0.003
Si	2.713	2.722	13.589	-0.005	-0.006	-0.003
Si	0.008	5.427	13.591	0.008	0.008	-0.004
Si	2.737	8.138	13.586	-0.004	0.009	-0.002
Si	-0.003	10.87	13.598	0.004	0.005	0.001
Si	2.71	-2.72	13.61	-0.01	0	0.001
Si	5.449	0.019	13.595	-0.002	0.004	-0.011
Si	-8.154	2.735	13.605	-0.003	0.006	-0.006
Si	-10.866	5.429	13.595	0.013	0.006	0.003
Si	-8.151	8.148	13.605	-0.003	-0.009	0.001
Si	-10.882	10.877	13.61	-0.003	-0.01	0.003
Si	8.165	-2.712	13.588	-0.006	-0.01	-0.009
Si	-5.449	0.021	13.607	-0.005	0	-0.001
Si	-2.733	2.713	13.614	-0.017	-0.008	0.005
Si	-5.436	5.423	13.617	-0.006	0	0.006
Si	-2.723	8.152	13.595	0.015	0.014	0.002
Si	-5.435	-5.428	13.585	0.011	0.012	0.003
Si	-2.727	-2.706	13.59	0.008	0.004	-0.001
O	-5.255	4.282	25.208	0.554	0.223	-0.306
O	-2.807	-6.15	-2.229	-0.086	0.213	-0.277
O	-10.881	-6.237	25.907	-0.381	-0.54	0.328
O	-0.495	0.474	-5.477	0.483	-0.05	-0.405
O	-3.359	4.378	-0.988	-0.341	0.146	-0.256
O	-8.745	-3.174	1.447	-0.138	0.346	-0.278
O	-6.805	-1.432	2.334	-0.116	-0.084	-0.418
O	5.006	0.231	0.064	0.13	0.216	-0.227
O	-1.901	-1.872	-1.732	0.303	-0.131	-0.623
O	-4.783	4.756	2.619	-0.304	-0.327	-0.417
O	-3.352	0.992	22.751	-0.534	0.36	0.005
O	-9.716	7.385	22.448	0.223	-0.014	-0.203
O	-4.522	1.832	24.855	-0.061	-0.153	0.285
O	2.448	-6.703	-2.147	-0.041	0.03	-0.171
O	-10.145	-4.657	23.988	0.248	0.08	0.198
O	-0.138	-5.657	26.116	0.493	0.54	0.34
O	1.688	-3.208	24.058	-0.333	0.434	0.163
O	-8.55	-2.547	-3.587	-0.211	-0.41	-0.571
O	-0.98	-7.379	24.377	-0.203	-0.629	0.247
O	2.01	6.601	-0.218	-0.377	0.199	-0.146
O	-10.873	-8.098	1.077	-0.069	0.095	-0.326
O	0.499	2.677	25.787	0.026	0.319	0.204
O	-5.637	3.062	-0.454	0.076	0.015	0.095
O	-7.684	7.549	24.147	0.216	-0.288	0.228
O	-6.44	-7.628	-5.537	-0.519	0.086	0.022
O	-5.733	-3.303	0.448	-0.608	-0.232	0.301
O	-7.195	6.767	-1.605	0.472	-0.237	0.024
O	-5.829	-7.34	25.5	0.311	0.557	0.064
O	2.213	7.156	-5.341	0.338	0.274	0.233
O	-7.092	2.542	24.753	-0.285	-0.074	-0.493
O	2.167	6.351	-2.891	-0.249	0.237	0.028
O	-6.794	-7.864	0.342	0.428	0.155	-0.244
O	-3.395	1.766	-0.181	0.492	0.101	-0.304
O	5.319	-0.065	23.414	-0.061	0.351	0.468
O	-6.887	-6.341	-3.372	0.05	0.081	0.749
O	3.763	-4.424	25.085	-0.503	-0.304	0.445
O	-4.676	-3.834	26.298	-0.38	-0.012	0.049
O	-2.383	6.383	0.437	0.156	-0.041	0.556
O	-8.256	-2.82	23.487	-0.118	-0.225	0.64
O	0.91	-3.739	-3.905	-0.203	-0.177	0.338
O	-4.485	7.258	1.697	-0.115	0.417	-0.038
O	-8.126	-5.678	0.906	0.122	0.081	-0.124
O	-4.221	2.501	-2.567	-0.407	0.333	-0.343
O	-2.045	-4.208	-4.622	0.243	0.031	0.253
O	-3.753	-4.837	-0.064	-0.03	0.232	-0.452
O	-6.848	4.346	27.395	0.203	0.096	0.311
O	3.141	1.783	26.075	0.325	-0.001	-0.24
O	-3.967	7.238	24.672	0.336	-0.349	0.208
O	4.93	-5.848	-1.623	0.037	0.01	-0.244
O	4.831	-6.522	-5.695	0.048	-0.703	0.557
O	-1.872	2.867	27.086	-0.435	0.119	-0.226
O	2.511	-5.588	-4.859	0.251	0.253	0.612
O	3.256	-1.691	0.892	-0.123	-0.216	-0.29
O	-1.81	1.467	24.911	0.177	-0.561	-0.041
O	-0.8	0.817	-2.845	-0.375	0.209	0.239
O	-2.819	-5.584	25.659	0.203	-0.218	-0.191
O	3.283	2.614	-0.846	-0.071	-0.021	-0.24
O	0.045	-7.961	-2.21	0.138	-0.253	-0.038
O	-9.333	1.316	24.724	-0.441	0.149	0.352
O	-6.845	-1.106	-0.513	0.117	0.117	0.277
O	0.381	-5.529	-1.227	0.24	0.012	0.138
O	-0.57	-3.395	-0.072	0.313	0.372	-0.046
O	1.509	1.106	-1.895	0.126	0.377	-0.34
O	2.936	-2.117	-4.241	0.281	-0.315	-0.412
O	-3.465	-0.004	-2.779	0.056	0.11	0.05
O	-7.109	3.868	-4.888	0.543	-0.191	-0.078
O	3.868	-1.864	24.403	0.158	0.204	0.487
O	-8.881	6.713	0.348	-0.27	-0.175	-0.361
O	-6.492	-1.133	24.495	0.34	0.207	0.084
O	-6.359	-3.019	-2.2	-0.156	-0.29	-0.085
O	-9.169	-5.959	-4.618	0.106	0.282	-0.091
O	4.406	4.708	24.746	0.232	-0.43	0.087
O	-7.553	3.043	1.277	0.464	0.113	0.133
O	-9.215	3.2	-3.418	-0.284	-0.224	-0.083
O	-1.094	5.85	-1.762	0.499	-0.425	-0.119
O	1.643	-7.369	25.165	0.114	0.223	0.649
O	-10.557	3.512	-1.142	0.091	-0.197	0.273
O	-8.343	-6.767	25.708	-0.024	0.053	0.189
O	-7.708	1.331	-0.812	-0.118	-0.024	-0.483
O	-8.911	-0.308	0.835	0.26	-0.157	0.281
O	1.58	4.692	-5.047	0.233	-0.103	0.188
O	-8.181	-1.948	26.345	-0.476	0.144	-0.361
O	-1.231	-1.486	26.184	0.229	0.016	-0.001
O	-8.93	-8.023	-2.913	-0.313	-0.125	0.362
O	-6.526	-3.411	-4.879	-0.467	-0.068	-0.124
O	3.575	0.396	-4.064	0.15	0.307	0.126
O	-2.62	-3.132	24.747	0.217	0.037	-0.403
O	-0.06	2.807	-4.545	-0.422	0.184	0.181
O	-7.976	3.891	-1.201	0.498	0.357	-0.188
O	-3.35	-0.59	24.877	-0.552	-0.057	0.371
O	2.342	2.229	-5.542	0.081	0.036	-0.105
O	-1.523	4.005	24.69	-0.375	0.305	0.291
O	0.22	-0.847	-0.816	0.517	0.088	0.245
O	-4.575	-7.553	-3.631	-0.312	-0.519	0.37
O	5.404	-1.446	-3.579	0.188	-0.08	-0.451
O	-4.342	5.054	27.553	0.225	-0.261	-0.218
O	-1.658	-7.427	27.229	0.154	-0.369	-0.048
O	-4.992	-5.461	-5.081	0.516	-0.056	-0.14
O	-4.941	0.418	1.548	-0.384	-0.183	-0.009
O	-1.045	4.085	0.076	-0.006	-0.182	-0.265
O	-2.277	-6.793	-4.738	-0.064	-0.456	-0.315
O	-2.336	7.635	-3.023	-0.314	-0.37	-0.067
O	-10.36	-3.294	-1.806	-0.315	0.139	0.214
O	0.554	-1.907	-5.751	0.314	-0.485	-0.626
O	-9.825	1.903	1.783	-0.335	0.046	-0.261
O	0.804	-1.139	-3.293	-0.032	-0.037	0.003
O	-0.036	-5.559	1.335	0.426	-0.075	0.016
O	-4.379	-1.681	-0.996	0.189	0.095	0.211
O	-4.902	1.055	-4.669	0.158	0.355	-0.102
O	-9.151	-0.827	-1.721	-0.146	0.278	-0.186
O	3.815	7.201	25.201	0.217	-0.049	0.265
O	-2.505	1.871	-4.438	-0.251	0.586	-0.631
O	0.17	5.561	23.558	0.022	0.164	0.196
O	1.438	0.745	24.407	0.174	-0.431	0.365
O	0.559	-0.303	27.595	-0.076	-0.077	-0.338
O	-5.691	-1.52	27.025	0.364	0.33	0.342
O	-6.399	-0.999	-3.908	0.037	0.159	0.261
O	3.871	5.163	-1.456	0.252	-0.041	-0.61
O	-9.886	6.282	24.759	0.137	-0.041	0.212
O	-8.746	2.682	26.858	-0.268	-0.009	0.043
O	-7.329	0.517	26.372	0.194	0.094	0.704
O	-4.139	8.1	27.208	-0.201	-0.011	0.328
O	-3.161	-7.431	-0.027	-0.429	-0.169	0.113
O	-7.659	6.349	-4.113	0.422	0.435	0.078
O	-9.485	5.659	-2.4	-0.559	0.339	-0.179
O	-8.895	-5.492	-2.047	0.439	-0.222	0.139
O	-7.426	1.341	-4.135	-0.144	-0.166	0.508
O	2.431	-2.622	26.479	-0.553	0.366	0.031
O	-6.001	6.537	26.236	-0.391	0.072	-0.332
O	-0.096	6.529	-4.093	-0.513	0.228	-0.413
O	4.028	7.795	-1.507	0.678	-0.167	0.017
O	3.434	-6.626	0.3	-0.517	0.413	0.012
O	3.565	-1.114	-1.776	-0.126	-0.549	0.026
O	-0.041	-5.632	-5.518	0.19	-0.103	-0.227
O	2.482	3.131	23.978	-0.195	0.033	-0.109
O	-9.084	-4.394	26.513	-0.287	0.134	-0.478
O	-1.98	-1.621	-4.962	-0.088	0.29	0.357
O	0.516	-5.489	23.577	-0.064	0.005	-0.151
O	-3.749	-2.59	-3.364	-0.26	-0.308	0.125
O	-6.46	5.876	0.857	-0.123	-0.55	-0.374

Results
total energy: -99897.468 eV
total energy less fixed offsets of O -438.25, Si -107.07 eV per atom: 2.732 eV
